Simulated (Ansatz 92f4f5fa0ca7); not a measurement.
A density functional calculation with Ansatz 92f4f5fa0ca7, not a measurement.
Periodic cell of 221 atoms, Si132O87H1N1, from a study of silicon, its oxide and their interface. The atomic structure is a simulated model.

Settings
functional: PBE
potential files: Ansatz PAW
basis: plane waves
wave-function cutoff: 700 eV
density cutoff ratio: 5
exchange-correlation grid ratio: 1
k mesh: 2 x 2 x 1, shifted by 0.5 0.5 0.5 of a step
self-consistency stop: 5e-08 eV per atom in the density residual
occupations: fixed
spin: none
net charge: 0

Cell vectors (angstrom)
a, 10.938, 0, 0
b, 0, 10.938, 0
c, 0, 0, 32.5819

Atoms and the computed forces on them: element, x, y, z (angstrom), force x, y, z (eV/angstrom)
Si, -0.2565, 0.2936, 25.1949, -0.022, 0.0353, -0.0382
Si, 5.6701, -0.2889, 25.178, 0.0275, -0.0366, -0.0485
Si, 2.3727, 2.9949, 25.1063, -0.0405, 0.0184, -0.0366
Si, 8.4698, 2.5188, 25.1576, 0.041, -0.0309, -0.0524
Si, 0.1365, 5.2381, 24.9782, 0.0256, -0.0466, -0.0565
Si, 5.2294, 5.7856, 25.1079, -0.0174, 0.0337, -0.0439
Si, 2.9878, 8.0064, 25.0678, 0.0475, -0.0225, -0.0545
Si, 7.9036, 8.435, 25.1132, -0.0294, 0.0257, -0.0403
Si, 1.3099, 1.4333, 26.5075, 0.0019, 0.004, 0.0041
Si, 6.8255, 1.3666, 26.4105, 0.0102, -0.0055, 0.0169
Si, 4.0519, 4.1371, 26.3526, -0.0041, 0.0004, 0.0177
Si, 9.5856, 4.1198, 26.4487, 0.0032, 0.0102, 0.0076
Si, 1.3334, 6.8356, 26.3119, -0.0083, 0.0023, 0.0216
Si, 6.7885, 6.8794, 26.4784, 0.0098, 0.0005, 0.0099
Si, 4.09, 9.5351, 26.4898, -0.0039, -0.002, 0.0086
Si, 9.5245, 9.5826, 26.4146, -0.0008, -0.0041, 0.0072
Si, 2.7173, 0.0194, 27.7936, 0.0001, -0.0009, -0.0171
Si, 8.1841, 0.0114, 27.8121, -0.0003, 0.0035, -0.0115
Si, -0.0288, 2.7772, 27.8649, 0.0034, -0.0015, -0.0145
Si, 5.4388, 2.759, 27.7489, -0.006, 0.004, -0.0087
Si, 2.7018, 5.4937, 27.7658, 0.0042, -0.0068, 0.0004
Si, 8.1884, 5.4853, 27.7856, 0.0036, -0.0021, -0.013
Si, -0.0069, 8.2045, 27.7466, 0.0033, -0.0057, -0.0101
Si, 5.4524, 8.2132, 27.8671, -0.0008, -0.0046, -0.018
Si, 4.1018, 1.3673, 29.1637, 0.0373, 0.1139, -0.1817
Si, 9.5708, 1.3673, 29.1637, -0.1822, -0.019, 0.2624
Si, 1.3673, 4.1018, 29.1637, 0.138, 0.2958, 0.2394
Si, 6.8362, 4.1018, 29.1637, -0.1183, -0.0225, -0.2535
Si, 4.1018, 6.8362, 29.1637, -0.2882, -0.1832, 0.1824
Si, 9.5708, 6.8362, 29.1637, 0.0621, 0.0612, -0.2223
Si, 1.3673, 9.5708, 29.1637, -0.1087, -0.0693, -0.2347
Si, 6.8362, 9.5708, 29.1637, 0.0374, 0.1561, 0.3494
Si, 0, 0, 30.5309, -0.0289, -0.0161, -0.018
Si, 5.469, 0, 30.5309, 0.0727, -0.0082, 0.0019
Si, 2.7345, 2.7345, 30.5309, 0.0234, 0.0431, -0.0193
Si, 8.2035, 2.7345, 30.5309, -0.0212, -0.1049, 0.0027
Si, 0, 5.469, 30.5309, 0.0686, 0.0123, -0.0059
Si, 5.469, 5.469, 30.5309, -0.0661, -0.0432, -0.013
Si, 2.7345, 8.2035, 30.5309, 0.0159, -0.0525, -0.0038
Si, 8.2035, 8.2035, 30.5309, 0.022, 0.0393, -0.0193
Si, 1.3673, 1.3673, 31.8982, 0.0021, -0.0054, 0.0003
Si, 6.8362, 1.3673, 31.8982, -0.0209, 0.06, 0.0074
Si, 4.1018, 4.1018, 31.8982, 0.0224, -0.0241, 0.0176
Si, 9.5708, 4.1018, 31.8982, 0.0111, 0.0626, -0.0156
Si, 1.3673, 6.8362, 31.8982, -0.0794, -0.0003, -0.0033
Si, 6.8362, 6.8362, 31.8982, 0.0167, 0.0184, -0.0029
Si, 4.1018, 9.5708, 31.8982, -0.049, 0.0219, -0.0106
Si, 9.5708, 9.5708, 31.8982, -0.011, -0.0097, 0.0117
Si, 2.7345, 0, 0.6835, 0.0519, -0.0456, 0.0062
Si, 8.2035, 0, 0.6835, -0.0037, -0.0047, -0.012
Si, 0, 2.7345, 0.6835, -0.0265, -0.0248, -0.004
Si, 5.469, 2.7345, 0.6835, 0.0183, -0.0357, 0.0121
Si, 2.7345, 5.469, 0.6835, -0.006, 0.0563, -0.0179
Si, 8.2035, 5.469, 0.6835, 0.0091, -0.045, 0.0049
Si, 0, 8.2035, 0.6835, 0.064, -0.0148, 0.0048
Si, 5.469, 8.2035, 0.6835, -0.0053, -0.0032, -0.0025
Si, 4.1018, 1.3673, 2.0507, -0.0526, 0.0557, 0.0085
Si, 9.5708, 1.3673, 2.0507, 0.0449, 0.0267, 0.0037
Si, 1.3673, 4.1018, 2.0507, -0.0226, 0.0392, 0.0168
Si, 6.8362, 4.1018, 2.0507, 0.0039, 0.0568, 0.0304
Si, 4.1018, 6.8362, 2.0507, -0.0442, -0.0693, -0.0222
Si, 9.5708, 6.8362, 2.0507, -0.018, 0.0072, 0.0301
Si, 1.3673, 9.5708, 2.0507, -0.0807, 0.0133, 0.018
Si, 6.8362, 9.5708, 2.0507, 0.0824, 0.0119, -0.0103
Si, 0, 0, 3.418, 0.1988, 0.1025, -0.3084
Si, 5.469, 0, 3.418, 0.1291, 0.0752, 0.4958
Si, 2.7345, 2.7345, 3.418, 0.2991, -0.2264, 0.0799
Si, 8.2035, 2.7345, 3.418, -0.087, -0.2113, 0.1339
Si, 0, 5.469, 3.418, -0.0005, -0.1819, -0.0709
Si, 5.469, 5.469, 3.418, -0.2509, -0.1424, -0.2436
Si, 2.7345, 8.2035, 3.418, 0.2785, 0.0618, 0.088
Si, 8.2035, 8.2035, 3.418, -0.1389, 0.1772, -0.1791
Si, 1.4251, 1.3076, 4.7835, 0.0118, -0.008, -0.0057
Si, 6.8595, 1.3689, 4.8675, 0.0014, 0.0097, -0.0058
Si, 4.1794, 4.0294, 4.8052, 0.0125, -0.0006, 0.0055
Si, 9.5794, 4.0718, 4.7745, 0.0049, -0.0141, 0.0128
Si, 1.4132, 6.7903, 4.7493, 0.0065, -0.0041, 0.0187
Si, 6.7673, 6.8778, 4.7324, 0.0011, -0.0052, 0.0131
Si, 4.1249, 9.5622, 4.8341, 0.006, 0.0017, -0.0127
Si, 9.5641, 9.6097, 4.7411, -0.0062, 0.01, 0.0122
Si, 2.8144, -0.0131, 6.2576, 0.0092, -0.0207, 0.0167
Si, 8.2695, 0.0123, 6.2327, -0.0086, 0.0193, -0.0009
Si, 0.0346, 2.6732, 6.1045, -0.0241, 0.0059, -0.0279
Si, 5.5695, 2.7458, 6.3481, 0.0125, 0.0014, -0.0123
Si, 2.7672, 5.3944, 6.1022, -0.0292, -0.0026, -0.019
Si, 8.1322, 5.478, 5.9907, -0.0346, -0.0088, 0.0097
Si, 0.0506, 8.2288, 5.9851, -0.0079, -0.0012, 0.0072
Si, 5.4703, 8.1974, 6.2424, -0.0092, 0.0063, -0.0076
Si, 3.9323, 1.6024, 7.6552, -0.0257, 0.0036, 0.0408
Si, 9.9794, 1.0897, 7.5363, 0.0343, -0.0229, 0.0323
Si, 1.6199, 3.7841, 7.3989, 0.0301, -0.007, 0.034
Si, 6.7165, 4.4873, 7.6007, -0.0123, 0.0482, 0.0196
Si, 4.2852, 6.5313, 7.4695, 0.0272, -0.0357, 0.0526
Si, 9.3561, 7.0588, 7.1321, -0.0225, 0.0115, 0.0234
Si, 1.1906, 9.664, 7.4374, -0.0119, -0.0047, 0.0148
Si, 7.1837, 9.2822, 7.4982, 0.0301, -0.0315, 0.0474
O, 1.2774, 4.1094, 24.5289, -0.0152, 0.0136, -0.0112
O, 6.7981, 9.5692, 24.6174, -0.0055, -0.0007, -0.0104
O, 2.7536, 2.7173, 7.9228, 0.0258, -0.0233, 0.0219
O, 8.3271, 8.1349, 7.8539, -0.0154, 0.0267, 0.022
O, 5.4751, 5.509, 8.0016, 0.0099, -0.0049, 0.0148
O, 0.0843, -0.1425, 7.8881, 0.0069, 0.0007, 0.0245
O, 4.109, 6.8863, 24.5683, -0.0123, 0.0148, -0.0068
O, 9.5659, 1.3882, 24.6335, -0.0098, 0.0097, -0.0096
O, 1.6543, 8.884, 8.8158, 0, -0.0075, -0.0098
O, 0.9205, 4.2439, 8.8092, -0.0033, 0.0037, -0.0055
O, 9.7442, 1.7476, 9.0464, -0.0069, 0.0167, -0.0266
O, 6.6963, 9.866, 8.9597, 0.0142, -0.0082, -0.0105
O, 4.4203, 1.1622, 9.1694, -0.0056, 0.0057, -0.0042
O, 3.4427, 6.9496, 8.8188, 0.0147, -0.0021, -0.0317
O, 7.5409, 4.2134, 9.0205, -0.0133, 0.0144, -0.006
O, 10.0492, 6.1299, 8.2671, 0.0146, 0.0055, 0.0174
O, 2.9195, 2.1554, 23.7961, 0.0209, 0.0056, 0.0076
O, 4.8421, 0.2574, 23.8661, 0.0076, 0.0195, 0.0091
O, 7.9334, 3.316, 23.8185, -0.0199, -0.0035, 0.0053
O, 10.3082, 5.7788, 23.596, 0.0063, 0.0121, 0.0191
O, 8.445, 7.6893, 23.7482, 0.0186, 0.0025, 0.0034
O, 2.446, 8.7674, 23.7008, -0.0164, -0.0033, 0.0121
O, 6.0552, 5.2596, 23.7761, -0.0048, -0.0233, 0.0053
O, 0.5436, 10.6411, 23.8938, -0.0063, -0.0158, 0.0061
Si, 3.2388, 9.2072, 11.9517, -0.0484, -0.0283, 0.0219
Si, 8.1988, 4.8071, 10.4053, 0.0041, 0.0044, 0.0069
Si, 7.0833, 4.782, 17.4989, 0.0052, -0.0034, 0.0167
Si, 4.3093, 1.6098, 23.1472, 0.0034, 0.0037, -0.0054
Si, 12.3914, 3.3125, 19.2712, 0.0038, 0.0119, -0.0037
Si, 7.9627, -2.9581, 14.5519, 0.0061, -0.0066, -0.0108
Si, 1.0974, 9.3866, 23.0259, -0.006, -0.0027, -0.0077
Si, 4.0563, 12.9161, 20.1331, -0.0066, -0.0057, 0.0006
Si, -2.3866, 2.9426, 12.6683, 0.0011, 0.0016, -0.0063
Si, -3.9046, 14.2055, 20.1505, 0.0139, -0.002, 0.0047
Si, 1.1256, -4.5852, 18.5305, 0.0147, -0.0009, 0.0134
Si, 0.8947, 11.2029, 12.4539, 0.0535, -0.0406, 0.013
Si, 10.3319, 9.7612, 14.8372, 0.005, 0.0045, 0.0008
Si, -6.0138, 3.1377, 16.0874, 0.004, 0.0014, -0.0006
Si, 7.2189, 10.2394, 10.4684, -0.1102, -0.0142, -0.0873
Si, 0.675, 17.6516, 15.4712, 0.0095, -0.0021, 0.0021
Si, -1.3776, 4.1875, 15.4331, -0.0036, 0.0009, -0.0069
Si, -0.0091, 5.4205, 9.41, -0.0124, 0.0157, -0.0115
Si, 5.0821, 7.4283, 13.586, -0.0222, 0.029, -0.0183
Si, 6.5771, 3.8693, 23.1101, -0.0056, -0.0014, -0.0084
Si, 7.5101, 7.7164, 17.3926, 0.0047, 0.0022, -0.0033
Si, 9.8128, 1.0586, 10.536, 0.0233, 0.0952, 0.0109
Si, 2.1973, 11.617, 18.2142, 0.0003, -0.0046, 0.0041
Si, 9.794, 1.8752, 19.7455, 0.006, -0.01, 0.0044
Si, 4.6581, 0.7192, 10.7228, -0.0624, 0.0274, -0.0038
Si, 3.0394, 2.1784, 13.0543, 0.0086, 0.0057, -0.0148
Si, 2.1867, 7.577, 9.6393, 0.0016, 0.0077, 0.0158
Si, 5.916, 9.5778, 15.6461, 0.0021, -0.0028, -0.0049
Si, 3.2009, 5.008, 14.4306, -0.0082, -0.0037, -0.0038
Si, 9.7154, 7.1449, 22.8842, 0.0024, 0.0098, -0.0047
Si, 11.3, 10.239, 20.2705, 0.0019, 0.0042, 0.0084
Si, 7.312, -3.6038, 11.8156, 0.0086, -0.0251, 0.0005
Si, -1.3583, 7.5661, 19.8191, 0.0029, -0.0043, 0.0066
Si, 3.6623, 0.5304, 15.8014, -0.0078, 0.0008, 0.0016
Si, 9.6595, 12.3572, 16.546, -0.0043, 0.0008, 0.0185
Si, 7.0538, 1.5, 14.8088, 0.0103, 0.0067, -0.0144
O, 4.3523, 9.9754, 15.8615, 0.0038, 0.0035, 0.0115
O, 10.2875, -0.0501, 16.074, -0.0106, 0.0057, -0.0118
O, 8.7174, -0.1271, 10.5142, 0.0865, -0.0072, -0.0163
O, 0.2153, 8.2821, 15.0159, -0.0244, 0.0008, 0.0108
O, 4.408, -4.857, 14.2003, -0.0035, -0.0031, -0.0046
O, 2.8381, 14.0484, 20.1627, 0.0071, -0.021, -0.0207
O, 1.8783, 5.9744, 14.5961, -0.0113, 0.0067, 0.0132
O, -1.782, 14.8108, 13.8715, -0.003, -0.0103, 0.0163
O, -2.8299, 1.5632, 16.0454, -0.0032, -0.0028, -0.0175
O, -1.0925, 4.782, 10.4431, -0.0141, 0.0065, -0.0096
O, 10.531, -4.4647, 19.0788, 0.0056, 0.0212, 0.0076
O, 8.4299, 7.4301, 16.0415, -0.0351, 0.0171, 0.0153
O, -3.2157, 1.7138, 13.3459, 0.0054, 0.0127, 0.0306
O, 3.472, 12.1454, 14.3255, -0.0025, -0.0002, 0.0016
O, 1.3734, 9.9356, 21.5187, -0.0251, -0.008, 0.0055
O, 8.2557, 7.1289, 13.1746, -0.0167, 0.0254, 0.0043
O, 8.2952, 2.2241, 20.3114, -0.0109, 0.0267, -0.0204
O, 10.332, 8.9823, 19.9948, 0.0031, -0.0059, 0.0002
O, 4.0882, 1.2581, 21.589, 0.0079, 0.0246, 0.0044
O, -3.6841, 8.8975, 11.3796, -0.0003, -0.1122, 0.0562
O, 6.8657, 4.1136, 21.5353, -0.0078, -0.0217, 0.0079
O, 8.3197, 7.8681, 18.8051, 0.0016, -0.0096, -0.0108
O, 12.2072, 10.502, 18.9447, 0.0011, 0.0175, 0.0128
O, 6.6189, 6.3529, 17.531, 0.0192, -0.0085, -0.0012
O, -2.6796, 4.4917, 16.3979, -0.0004, 0.0015, 0.0023
O, 9.6239, 2.1888, 11.6963, -0.0185, 0.0106, 0.0001
O, 10.7894, 10.6793, 13.5738, -0.0209, -0.0061, 0.0227
O, 5.9569, 2.7316, 14.8744, 0.0175, -0.0046, 0.0195
O, 6.4418, 10.9451, 14.9174, -0.0006, 0.0125, -0.0055
O, -0.4977, 16.5029, 15.4261, 0.0032, -0.0112, 0.0089
O, -2.152, -1.5524, 14.4576, 0.0173, -0.0155, 0.0012
O, 4.0095, 1.7932, 11.7793, -0.0092, -0.0017, 0.0128
O, -7.3375, 11.7529, 19.0673, -0.0215, 0.0232, -0.0052
O, 2.7105, 7.9411, 11.1173, 0.0249, 0.0598, 0.0118
O, 5.802, 6.8925, 12.2249, 0.0002, 0.0135, -0.0081
O, 2.1328, -3.7173, 19.477, -0.3471, -0.441, 0.2325
N, 6.2382, 8.2289, 14.6037, 0.0224, 0.0171, 0.0127
O, 9.222, 6.9776, 21.3215, 0.0221, 0.0143, 0.0009
O, 1.4895, 12.6961, 12.7657, 0.0323, -0.0115, -0.0053
O, -0.0294, 8.2307, 22.9701, -0.003, 0.0028, -0.0109
O, 6.6359, 9.0962, 17.0734, 0.0027, -0.0226, -0.016
O, -3.418, 4.3166, 18.9979, -0.0107, -0.0025, -0.0112
O, 2.3115, 0.2172, 16.6543, 0.0094, 0.0118, 0.0059
O, -0.0241, 3.0803, 19.9787, -0.0081, -0.0199, -0.0005
O, 1.5145, 4.7777, 18.6008, -0.0042, 0.0055, 0.0033
O, 4.0656, 10.1521, 10.9242, -0.0314, -0.0331, 0.0234
O, 5.4205, 2.7655, 23.3491, 0.0005, -0.0013, -0.0225
O, 3.6475, 4.096, 15.723, 0.0142, -0.0063, 0.0116
O, 5.5733, 13.4937, 19.8286, 0, -0.003, 0.0227
O, -3.262, 3.9143, 11.6757, 0.0242, 0.005, -0.0074
O, 4.018, 8.6086, 13.2398, 0.0084, -0.0133, -0.0396
O, 6.2535, 0.5092, 11.0044, -0.0124, 0.079, 0.0229
O, 9.6555, 1.4546, 18.17, -0.004, 0.0106, 0.0038
O, -0.5895, 13.7679, 15.9844, -0.0223, 0.007, 0.0019
O, 4.4522, 1.6854, 16.6666, -0.009, -0.0045, -0.0092
O, 1.521, 13.0963, 18.1179, 0.0127, -0.0028, 0.023
O, 5.7432, -7.0077, 17.2138, 0.0123, -0.0008, -0.0212
O, 0.9887, 6.5421, 10.0125, -0.0186, -0.0106, -0.0144
O, 1.2246, 6.8911, 16.9944, -0.0117, -0.0171, -0.0066
O, 2.0548, 10.0927, 12.5667, 0.0158, 0.032, -0.0532
O, 7.7862, 6.3801, 10.5992, 0.0098, -0.0224, 0.0065
O, 11.2163, 0.3251, 10.9429, 0.0602, -0.0489, -0.0044
O, 10.3503, 11.5272, 20.5875, 0.0136, -0.001, -0.0317
O, 3.0657, 3.8149, 13.2813, -0.0171, -0.0283, -0.0216
H, 2.6775, -3.0474, 19.068, 0.3251, 0.4094, -0.2464

Results
free energy: -133812.772 eV
free energy less fixed offsets of H -17.10, N -388.26, O -569.03, Si -635.61 eV per atom: -1.282 eV

The program warned: the cutoff lies below the one the program advises for these potential files; the exchange-correlation potential is rough where the density is thin.
